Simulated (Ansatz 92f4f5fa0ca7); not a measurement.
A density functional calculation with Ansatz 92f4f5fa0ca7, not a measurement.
Periodic cell of 406 atoms, Si266O140, from a study of silicon, its oxide and their interface. The atomic structure is a simulated model.
Doubt: the cutoff is far below the 930 eV that the study's wrapper takes by default for these files, so forces and energies are approximate.
This geometry differs little from another in the collection (a relaxation step or a small displacement).

Settings: functional PBE; potential files Ansatz PAW; basis plane waves; wave-function cutoff 580 eV; density cutoff ratio 5; exchange-correlation grid ratio 1; k mesh 1 x 1 x 1, Gamma-centred; self-consistency stop 5e-08 eV per atom in the density residual; occupations fixed; spin none; net charge 0.

Cell vectors (angstrom)
a	15.4687	0	0
b	0	12.8259	0
c	0	0	35.8421

Atoms and the computed forces on them: element, x, y, z (angstrom), force x, y, z (eV/angstrom)
Si	0.0158	1.1741	33.1662	-0.0005	-0.0008	-0.0006
Si	3.8798	1.1746	33.1607	-0.0009	0	-0.0018
Si	7.7317	1.1747	33.1714	0.0013	0.0009	-0.0009
Si	11.6455	1.1751	33.1757	-0.0017	-0.0013	-0.001
Si	1.9476	7.5815	33.1665	0.0002	-0.0014	-0.0013
Si	5.7975	7.5844	33.1585	0.0007	0.0003	-0.0028
Si	9.6948	7.5852	33.1589	-0.0027	-0.0016	-0.0029
Si	13.5584	7.5845	33.1541	0.0004	-0.0016	-0.0026
Si	1.9336	5.247	33.5752	0.0866	0.0418	0.0319
Si	5.8008	5.247	33.5752	0.0798	0.0737	-0.0931
Si	9.6679	5.247	33.5752	0.0457	0.1564	0.049
Si	13.5351	5.247	33.5752	0.0771	0.1095	0.0081
Si	0	11.6599	33.5752	0.1422	0.1329	0.0096
Si	3.8672	11.6599	33.5752	-0.0325	0.1012	0.0478
Si	7.7343	11.6599	33.5752	0.1719	0.0974	0.017
Si	11.6015	11.6599	33.5752	0.0432	0.0668	-0.1998
Si	0	4.664	34.812	-0.0209	-0.0059	-0.0106
Si	3.8672	4.664	34.812	-0.0531	0.0062	-0.0176
Si	7.7343	4.664	34.812	-0.0245	0.0266	-0.0135
Si	11.6015	4.664	34.812	-0.0409	0.0049	-0.0221
Si	1.9336	11.0769	34.812	-0.0086	0.0334	0.0308
Si	5.8008	11.0769	34.812	-0.0041	-0.0355	-0.0427
Si	9.6679	11.0769	34.812	-0.0445	0.0356	-0.0002
Si	13.5351	11.0769	34.812	-0.0364	-0.0557	-0.0541
Si	0	2.332	35.2242	0.0079	0.0216	0.0573
Si	3.8672	2.332	35.2242	0.0276	-0.0164	0.0064
Si	7.7343	2.332	35.2242	-0.076	0.0107	0.0919
Si	11.6015	2.332	35.2242	0.1528	0.0354	0.1312
Si	1.9336	8.745	35.2242	0.0426	0.0209	0.0446
Si	5.8008	8.745	35.2242	-0.0435	0.011	-0.0041
Si	9.6679	8.745	35.2242	0.0691	0.014	-0.0092
Si	13.5351	8.745	35.2242	0.0358	0.0047	-0.0267
Si	1.9336	1.749	0.6188	0.0297	0.0017	-0.0058
Si	5.8008	1.749	0.6188	-0.017	0.0637	0.0108
Si	9.6679	1.749	0.6188	-0.0295	-0.0395	-0.0311
Si	13.5351	1.749	0.6188	-0.0174	0.0502	0.0327
Si	0	8.162	0.6188	-0.0183	-0.0209	-0.006
Si	3.8672	8.162	0.6188	0.0023	-0.007	0.0054
Si	7.7343	8.162	0.6188	-0.0225	-0.0359	-0.0369
Si	11.6015	8.162	0.6188	-0.0408	-0.0081	-0.0078
Si	0	5.83	1.031	0.0213	0.0014	0.0093
Si	3.8672	5.83	1.031	0.047	-0.034	-0.0304
Si	7.7343	5.83	1.031	0.0193	0.0037	0.0187
Si	11.6015	5.83	1.031	0.0334	-0.0111	-0.0073
Si	1.9336	12.2429	1.031	0.0037	0.0367	0.046
Si	5.8008	12.2429	1.031	-0.0055	0.0248	0.0055
Si	9.6679	12.2429	1.031	0.0391	0.0063	0.0259
Si	13.5351	12.2429	1.031	0.0299	0.0456	0.0284
Si	1.9336	5.247	2.2678	0.0008	-0.0451	-0.0792
Si	5.8008	5.247	2.2678	-0.1353	-0.0263	-0.1288
Si	9.6679	5.247	2.2678	-0.0621	-0.0197	-0.0391
Si	13.5351	5.247	2.2678	-0.0904	-0.0538	-0.1593
Si	0	11.6599	2.2678	-0.0789	0.0004	0.0228
Si	3.8672	11.6599	2.2678	0.1257	0.0146	0.073
Si	7.7343	11.6599	2.2678	0.002	0.0491	0.2039
Si	11.6015	11.6599	2.2678	-0.1078	0.0478	0.1992
Si	1.9336	2.915	2.68	-0.0265	-0.0158	0.0116
Si	5.8008	2.915	2.68	0.0087	-0.1234	-0.074
Si	9.6679	2.915	2.68	0.0281	0.0485	0.0686
Si	13.5351	2.915	2.68	0.0237	-0.0838	-0.0297
Si	0	9.328	2.68	0.0264	0.026	0.0434
Si	3.8672	9.328	2.68	0.0145	0.0382	0.04
Si	7.7343	9.328	2.68	0.0327	0.0174	0.0358
Si	11.6015	9.328	2.68	0.0525	0.0016	0.0183
Si	0.3708	0.2182	26.4443	-0.0094	0.0089	-0.0042
Si	3.5726	0.1067	26.5142	0.0041	0.0101	-0.0047
Si	8.1805	0.0902	26.7742	-0.0091	0.0099	-0.015
Si	11.3254	0.112	26.7523	0.0039	0.0113	0.0053
Si	1.6338	6.4311	26.4012	0.0174	0.0061	0.0101
Si	6.125	6.2639	26.7335	-0.0023	0.0134	-0.0132
Si	9.2398	6.4855	26.7902	0.0173	0.0032	-0.0099
Si	13.9069	6.5697	26.5314	0.0007	0.0094	-0.0258
Si	1.9749	4.1089	26.927	0.0002	-0.0019	-0.0087
Si	5.9086	3.9258	27.0179	-0.0026	-0.0098	-0.0116
Si	9.7285	4.219	26.9977	-0.0059	0	-0.0102
Si	13.592	4.2101	26.9996	0.0047	-0.0088	-0.0005
Si	0.147	10.6917	26.8204	0.0015	-0.0036	-0.0081
Si	4.0049	10.5822	26.9378	-0.0027	-0.0014	-0.01
Si	7.6396	10.6527	26.9429	-0.0028	-0.0009	-0.0135
Si	11.7589	10.6222	27.0288	0.0037	-0.0056	-0.0111
Si	0.0575	3.6067	28.2347	-0.0029	0.0024	0.0069
Si	3.8985	3.5424	28.206	-0.0022	0.0032	0.0067
Si	7.8458	3.4218	28.2196	0.0066	-0.0056	0.0139
Si	11.6481	3.6279	28.2335	-0.004	0.0013	0.0071
Si	2.0102	9.9792	28.1091	-0.0049	0.001	0.0102
Si	5.8355	10.0222	28.3183	0.0038	-0.0003	0.0083
Si	9.6876	9.9703	28.0512	-0.0003	-0.0047	0.0144
Si	13.7026	10.0338	28.1947	0.0005	0.0045	0.0073
Si	0.0529	1.2636	28.5786	-0.0049	-0.0111	0.0014
Si	3.8543	1.2043	28.6166	0.0071	-0.0132	0.001
Si	7.8315	1.1728	28.8041	-0.0029	-0.0037	0.0027
Si	11.6209	1.2988	28.7427	0.0018	-0.0146	-0.0064
Si	1.9584	7.6256	28.4884	-0.0041	-0.0081	-0.0033
Si	5.8015	7.6402	28.6446	0.0052	-0.0102	-0.0011
Si	9.6904	7.7273	28.6891	-0.0011	-0.0041	0.0018
Si	13.631	7.6786	28.6132	-0.0044	-0.0054	0.0158
Si	1.9442	0.6246	29.8668	-0.0005	-0.003	-0.0035
Si	5.8013	0.6041	29.8625	-0.0027	-0.0018	-0.0099
Si	9.747	0.6222	30.0101	-0.0006	0.0048	-0.0016
Si	13.6013	0.6369	29.8357	0.0019	-0.0004	-0.01
Si	0.075	7.0735	29.8493	0.0028	-0.0042	-0.0073
Si	3.8532	7.038	29.8152	-0.0025	0.0007	-0.0025
Si	7.7464	7.0638	29.8889	0.0004	-0.0009	-0.0021
Si	11.6625	7.0736	29.8255	0.0045	-0.0024	-0.0083
Si	0.0581	4.748	30.2925	-0.0025	0.0029	-0.0006
Si	3.8984	4.71	30.2628	-0.0004	-0.0013	-0.0005
Si	7.7885	4.7099	30.2363	0.0003	0.0008	-0.0033
Si	11.6301	4.7517	30.2944	0.0031	0.0033	0.0003
Si	1.9797	11.1077	30.2243	0.0006	-0.0006	-0.0051
Si	5.8333	11.1239	30.3667	-0.003	0.0045	0.0044
Si	9.714	11.1003	30.2042	-0.002	-0.0039	-0.0039
Si	13.6193	11.1365	30.2788	0.0013	0.0039	0.0021
Si	1.9721	4.1003	31.5108	0.0001	0.0037	-0.0094
Si	5.8404	4.1164	31.4845	-0.0007	-0.0003	-0.0104
Si	9.6949	4.1156	31.5105	-0.0017	0.0033	-0.0099
Si	13.5737	4.1227	31.4979	0.0006	0.0002	-0.0122
Si	0.0612	10.5206	31.5062	-0.0018	0.0011	-0.0089
Si	3.8735	10.5058	31.5181	0.0009	0.0007	-0.0099
Si	7.7978	10.5133	31.5104	0.0008	0.0028	-0.0121
Si	11.6453	10.516	31.4729	0.001	-0.0029	-0.0111
Si	1.9469	1.7639	31.9333	0.0008	-0.0007	0.0007
Si	5.807	1.7806	31.9154	-0.0001	0.0007	-0.0014
Si	9.6965	1.7921	32.0167	-0.0014	-0.0039	-0.0014
Si	13.5737	1.7825	31.9107	0.0023	0.0017	-0.0024
Si	0.0346	8.1914	31.9285	-0.0013	0.0014	-0.0003
Si	3.8621	8.1693	31.9058	-0.0016	-0.0003	-0.0037
Si	7.7483	8.1827	31.9562	-0.0001	-0.0035	-0.001
Si	11.6361	8.191	31.9127	0.0026	0.0039	-0.0015
Si	0	2.332	3.9167	0.0121	-0.235	-0.3646
Si	3.8672	2.332	3.9167	0.1847	-0.0625	0.0281
Si	7.7343	2.332	3.9167	-0.3157	-0.1058	-0.0459
Si	11.6015	2.332	3.9167	0.0537	-0.1301	-0.0696
Si	1.9336	8.745	3.9167	-0.0072	-0.1642	0.0366
Si	5.8008	8.745	3.9167	-0.074	0.1159	0.3462
Si	9.6679	8.745	3.9167	-0.1333	-0.066	0.1441
Si	13.5351	8.745	3.9167	-0.1761	-0.0803	0.0473
Si	1.9127	6.4052	4.3217	0.0012	0.0017	-0.0026
Si	5.7431	6.4092	4.313	0.0037	-0.0025	-0.0043
Si	9.6276	6.4065	4.3284	0.002	-0.0009	-0.0022
Si	13.4959	6.4045	4.3099	0.0015	0.0003	-0.0043
Si	-0.0211	12.8181	4.3362	-0.002	0.0032	-0.0003
Si	3.8933	12.8229	4.3437	-0.0021	0.001	-0.0006
Si	7.7353	12.8183	4.3689	-0.0001	0.001	-0.0021
Si	11.5689	12.8187	4.3667	-0.0003	0.0035	-0.0005
Si	-0.0414	5.7872	5.5051	-0.0014	0.0047	0.0031
Si	3.8271	5.8081	5.5819	-0.0019	0.0011	0.0035
Si	7.6572	5.8264	5.5303	-0.0038	0.0051	-0.0018
Si	11.5644	5.8121	5.5539	-0.0007	0.0023	0.0005
Si	1.9373	12.1838	5.5069	0.0038	0.0017	0.0022
Si	5.8137	12.2666	5.6543	0.0005	-0.0002	0.0014
Si	9.6423	12.2217	5.6648	0.0003	-0.0009	-0.004
Si	13.5071	12.2173	5.5897	0.0005	-0.0026	-0.0008
Si	0.0088	3.4591	5.9396	0.0016	-0.0042	0.0023
Si	3.8991	3.4703	5.9962	0.0004	0.0009	0.0044
Si	7.6495	3.4758	5.979	0.0034	-0.0051	0.0048
Si	11.6007	3.4656	5.979	-0.0034	0.0016	0.0084
Si	1.906	9.8694	5.9948	-0.0035	-0.0004	0.0076
Si	5.765	9.9226	6.0407	-0.0008	0.0015	0.009
Si	9.6162	9.8817	6.0126	0.0002	0.0008	0.009
Si	13.4783	9.8904	5.9921	-0.0006	0.0022	0.0083
Si	1.9456	2.7927	7.1045	-0.001	-0.0057	-0.001
Si	5.7784	2.9095	7.3706	-0.0012	-0.0027	0.0026
Si	9.6067	2.7748	7.0598	-0.0005	0.0005	0.001
Si	13.5771	2.8072	7.1526	0.0009	0.0008	0.0049
Si	-0.0589	9.2569	7.1858	-0.0007	-0.0049	-0.0014
Si	3.8119	9.2925	7.286	-0.0004	-0.002	0.0007
Si	7.6909	9.3865	7.3289	0.005	-0.0051	0.0004
Si	11.5402	9.3301	7.2689	-0.0005	-0.0035	0.001
Si	-0.1087	6.9234	7.5468	0.0012	0.0022	-0.0041
Si	3.7638	6.9587	7.6545	-0.0017	0.002	-0.0051
Si	7.5482	7.0244	7.5524	-0.0039	-0.004	-0.0019
Si	11.5387	6.9815	7.603	0.0026	-0.0003	-0.0017
Si	1.9561	13.2967	7.5576	-0.0042	0.0011	-0.0036
Si	5.8264	13.393	7.7895	0.0027	0.0013	0.001
Si	9.6215	13.3495	7.8005	-0.0028	0.0034	0.0026
Si	13.5077	13.3333	7.6835	-0.001	-0.0003	0.0021
Si	1.7923	6.2981	8.7794	-0.0016	0.0068	0.0009
Si	5.6768	6.4007	8.9116	0.0077	0.0119	0.0035
Si	9.5092	6.358	8.6092	0.0025	0.0064	-0.0036
Si	13.4603	6.254	8.7937	-0.0019	0.0134	-0.0015
Si	0.0336	12.6961	8.7844	0.0014	0.0079	-0.0019
Si	3.8375	12.6932	8.873	0.0008	0.0048	-0.0018
Si	7.6959	12.9312	9.2348	-0.0019	-0.0008	-0.0106
Si	11.6035	12.8261	9.0586	-0.0004	0.0069	-0.0034
Si	1.9695	3.9474	9.1153	-0.0032	-0.0029	-0.0083
Si	5.8132	4.0981	9.502	-0.0013	-0.0033	-0.0065
Si	9.5765	4.0538	8.9615	-0.0078	-0.0037	-0.0114
Si	13.6867	3.9293	9.1932	-0.0014	-0.0086	-0.0053
Si	-0.1156	10.3661	9.2631	0.0031	0.0054	-0.0113
Si	3.717	10.3627	9.4259	0.0037	0.0009	-0.007
Si	7.6598	10.5677	9.4813	-0.002	0.0139	-0.0149
Si	11.4575	10.4587	9.3889	0.0055	0.0026	-0.0138
Si	0.1731	3.3411	10.5088	0.0045	0.0046	0.0004
Si	3.78	3.4023	10.568	0.001	0.0088	0.0061
Si	7.9276	3.6633	10.591	0.003	0.0043	0.0034
Si	11.5607	3.5802	10.0654	-0.0034	0.0047	0.0024
Si	1.6988	9.7032	10.622	-0.0042	0.0085	0.0099
Si	5.6937	9.9049	10.6533	-0.0041	0.0118	0.0175
Si	9.5631	9.7934	10.6988	0.0019	0.0038	0.0156
Si	13.391	9.7275	10.485	-0.0006	0.0047	0.0108
Si	0.446	0.9842	10.8058	-0.0081	-0.013	0.0061
Si	3.611	1.0593	10.8851	0.0008	-0.0088	0.0022
Si	8.189	1.4652	11.3616	0.0019	-0.0071	0.0071
Si	11.326	1.448	10.9905	0.0081	-0.0159	-0.0074
Si	1.3465	7.3344	10.8597	0.0032	-0.0191	0.0053
Si	5.9579	7.5325	10.9881	-0.0052	-0.0148	0.0057
Si	9.1006	7.5276	10.5649	0.0066	-0.0202	0.0175
Si	13.6465	7.4049	10.8347	-0.01	-0.018	0.0023
O	13.3392	10.3638	12.0083	0.0001	-0.0009	-0.0023
O	8.3784	17.4497	11.885	-0.0025	-0.0049	-0.0059
O	9.7638	1.9115	19.2696	-0.0006	-0.0039	-0.003
O	7.2206	0.7488	25.6291	0.0013	-0.0039	0.0023
O	8.1379	5.8802	14.1672	-0.0014	-0.0043	-0.0021
O	4.5639	3.0671	16.4058	-0.0001	-0.0015	-0.0013
O	-3.9851	8.785	23.4296	0.003	0.003	-0.0059
O	11.7818	5.462	23.8013	0.0018	-0.0003	-0.006
O	0.5732	4.1729	11.9198	-0.0041	-0.0051	-0.0008
O	11.5864	17.6461	11.1315	0.004	0.0063	0.0032
O	5.7746	10.8839	12.0067	-0.0277	0.0221	0.0213
O	13.7138	8.7937	18.6356	-0.0011	-0.0002	-0.0012
O	-0.4489	12.979	11.913	0.0033	0.0059	-0.0054
O	7.517	1.443	12.9114	0.0024	-0.0045	-0.0148
O	-2.7041	10.6698	21.9716	0.0039	0.002	-0.0027
O	6.0438	7.4821	14.5663	0.0003	-0.0001	-0.0024
O	2.0962	6.4165	12.0092	-0.0006	0.0047	-0.0054
O	-2.7639	19.698	12.1084	0.0058	0.0057	-0.006
O	12.4049	14.2616	12.2537	0.0021	-0.0038	0.0003
O	5.1506	6.7363	12.2076	0.0018	0.0053	-0.0067
O	2.0222	13.6508	11.3194	-0.0001	0.004	-0.0007
O	9.7668	9.9493	12.3845	-0.0006	-0.0026	-0.0104
O	7.1964	11.8399	16.3252	-0.0104	0.0035	-0.0118
O	3.2956	4.0555	12.0419	0.0064	-0.0055	-0.002
O	5.6147	12.0858	14.3356	-0.0404	-0.0155	-0.0354
O	4.4442	9.6433	25.5987	-0.0003	0.0019	0.0013
O	10.0021	4.0634	25.3148	-0.0006	-0.0036	0.0052
O	6.1657	3.9467	19.5238	0.0003	0.0003	-0.0008
O	0.4528	9.9664	25.3386	-0.0016	0.0008	-0.0018
O	2.5866	6.8981	25.1049	-0.0018	-0.0012	-0.0053
O	4.5483	0.8418	25.3988	-0.0035	-0.0051	-0.0012
O	10.0939	6.7304	25.3832	-0.0015	0.0012	0.0002
O	20.8018	8.3285	20.9602	0.003	-0.0028	-0.0016
O	12.3204	14.8014	20.7769	0.0017	-0.0014	-0.0002
O	25.5969	10.9243	22.5183	-0.0001	0.0007	-0.0045
O	13.8871	6.3685	17.6297	-0.0002	-0.0005	-0.0024
O	17.4553	0.2915	26.0299	0.0043	-0.0047	-0.0033
O	2.0558	3.1404	25.5469	-0.0003	-0.0012	-0.0003
O	7.0869	10.2385	25.4081	0.0041	0.0012	0.0027
O	13.6041	3.2025	25.6888	-0.0001	0.0082	-0.0027
Si	2.385	3.7071	24.0439	-0.0008	0.0008	0.0013
Si	12.0219	15.4552	16.2617	-0.0018	-0.0007	0.0019
Si	9.7455	9.2103	13.8612	0.0041	-0.0059	0.0011
Si	13.374	4.8469	14.7416	-0.0026	0.0057	-0.0025
Si	-5.6788	12.4402	21.995	-0.0002	-0.0001	-0.0003
Si	20.2088	11.7893	22.2369	-0.0036	0.0013	0.0068
Si	9.9413	0.3169	19.0289	-0.0029	0.0013	-0.0002
Si	17.1913	27.0961	19.0273	-0.0034	-0.0007	-0.0048
Si	0.8888	-7.0917	15.1188	0.0008	-0.0042	-0.002
Si	19.9081	1.7021	17.3465	-0.0033	0.0002	-0.001
Si	21.2422	7.6987	22.404	-0.0014	-0.0007	0.0045
Si	5.7859	15.2752	20.0227	-0.0005	-0.0004	-0.0032
Si	6.5868	6.6583	17.2918	-0.0019	-0.0033	0.0031
Si	20.3432	-0.9238	12.9104	-0.0506	-0.0505	0.0428
Si	17.3572	23.8194	13.4829	0.082	0.002	-0.0209
Si	-0.0819	3.8933	19.7225	0.0017	-0.0028	-0.0029
Si	-2.8414	8.7253	24.6124	-0.002	0.0031	-0.0078
Si	12.5282	-0.0833	17.5528	0.0025	-0.0028	0.0005
Si	12.447	3.4937	20.224	-0.0026	0.0011	-0.0006
Si	22.4588	0.7954	22.1415	-0.0047	0.0076	0.0077
Si	-2.4995	14.9536	13.6184	0.0043	0.0065	0.0059
Si	17.4168	4.858	12.5184	-0.0011	0.0041	0.0081
Si	13.1273	23.3708	13.5932	-0.0005	-0.0023	0.003
Si	7.6337	15.1868	14.2998	0.0014	0.0048	0.0096
Si	15.0922	-0.0217	13.5398	-0.005	0.0008	-0.0022
Si	12.7074	5.6377	22.4791	-0.0028	-0.0006	0.0058
Si	7.5411	30.4509	19.367	-0.0003	-0.0036	-0.0004
Si	15.3312	21.7135	18.9183	0.0003	-0.0001	-0.0031
Si	3.2763	14.4654	21.7455	-0.0029	0	0.0027
Si	10.0401	-22.3699	18.4463	-0.0013	-0.0006	0.0005
Si	7.6375	7.2847	14.7871	-0.004	-0.003	0.0043
Si	-9.7755	9.9908	24.5776	-0.0003	0.0011	-0.005
Si	-1.3373	11.5323	21.843	0.0028	-0.0027	-0.0062
Si	15.4538	22.5303	23.8017	-0.0017	0.002	0.0017
Si	15.2538	-13.8944	18.8463	0.0007	0.0005	0.0003
Si	-11.021	9.1141	17.3217	-0.0007	-0.0001	-0.001
Si	26.7675	6.0078	12.1595	-0.0042	-0.0037	0.0055
Si	-9.5001	14.3838	24.9992	0.0037	-0.005	-0.0031
Si	21.0744	-0.9625	15.9564	0.0052	0.0023	0.0043
Si	15.7523	5.2307	22.3921	0.0015	-0.0019	0.0034
Si	2.4216	-4.4342	15.0712	0.0023	-0.0091	0.004
Si	3.9583	6.2704	24.4153	-0.0041	-0.0068	-0.0012
Si	25.737	18.2454	24.3936	-0.0002	0.0057	0.0008
Si	8.4146	0.0885	16.2138	-0.0053	-0.0017	0.0043
Si	1.2566	-4.7253	21.5413	-0.0021	-0.0022	0.0025
Si	9.0212	4.7741	13.3898	0.0033	0.0035	0.0072
Si	5.3805	17.0447	15.5271	-0.0044	0.0027	0.0026
Si	-2.6522	-5.2369	17.9746	0.0006	-0.0017	-0.0001
Si	12.2373	20.6974	14.9615	0.0007	-0.006	0
Si	10.8334	24.4077	15.1366	0.0052	0.0027	0.0007
Si	-1.9938	1.7357	25.0127	-0.0018	-0.0039	-0.0028
Si	11.1562	7.5058	20.5706	-0.0014	-0.0042	-0.0024
Si	24.0248	-6.7207	21.8247	0.0031	-0.0046	-0.0007
Si	0.0519	6.2139	17.8658	0.0005	0.0013	0.0011
Si	19.5236	-3.5951	20.4763	-0.0045	0.0013	-0.0037
Si	11.3606	9.886	22.2054	0.0009	-0.0062	0.0056
Si	4.8023	6.759	13.8209	0.0001	-0.0025	0.0021
Si	12.4918	26.8849	22.2151	0.0045	0.0041	0.0004
O	13.1794	-3.7178	14.3969	0.0004	0.0022	-0.0027
O	20.472	10.4411	16.5147	0.0017	-0.0006	-0.0019
O	19.5763	-3.3046	18.8723	-0.0003	-0.0005	0
O	16.5754	8.8462	22.9901	-0.0003	-0.0009	-0.0043
O	5.9432	3.0969	25.5581	-0.0001	0.0091	0.0001
O	-4.6206	8.0211	14.1157	-0.0017	0.002	-0.0052
O	7.13	6.2673	18.7821	-0.0001	-0.0006	-0.0017
O	15.2204	7.226	11.3031	0.0067	0.0047	-0.0014
O	23.1332	-6.126	26.3168	-0.0153	-0.0017	0.001
O	11.6173	20.0168	19.025	0.0002	0.0002	-0.0016
O	3.1017	8.6042	16.5417	-0.0043	-0.0012	-0.007
O	11.2343	4.0213	19.276	-0.0001	-0.0004	-0.001
O	2.915	14.466	17.9366	0.0017	0.0006	-0.0019
O	-1.5103	12.1123	17.9372	0.0003	-0.0006	0
O	11.0579	-3.7127	20.8034	-0.0001	0.0021	-0.0021
O	-2.5975	-5.4613	25.5011	0.0043	-0.0062	0.0074
O	9.9992	10.1804	15.1589	-0.002	-0.0024	-0.002
O	15.2091	11.0989	22.9863	-0.0025	-0.0012	-0.006
O	4.5926	5.2626	14.4981	0.0002	-0.0023	-0.0021
O	8.1721	17.6875	20.8599	-0.0009	-0.0003	-0.0031
O	4.6002	13.3052	12.0931	-0.0038	-0.0066	0.0052
O	3.4636	11.2076	13.2513	-0.0035	0.0126	-0.0483
O	-0.5669	0.9191	25.2487	0.0046	-0.0061	0.0016
O	19.5502	-2.1757	21.2865	0.0005	-0.0013	-0.0026
O	16.1086	7.7216	18.0745	0.002	-0.0007	-0.0014
O	11.7545	11.4343	13.7926	0.0002	0.0005	-0.0008
O	-2.7069	14.3237	17.18	-0.0006	0.0041	-0.0016
O	-5.6669	1.0992	11.566	-0.0075	0.0019	0.0073
O	15.8888	-2.5038	18.3789	-0.0006	-0.0004	-0.0008
O	1.8987	17.7063	14.1587	-0.001	0.0012	-0.0001
O	33.6285	8.4325	20.8617	0.0015	-0.0001	-0.0023
O	6.0671	-16.8085	23.5107	-0.0019	0.0003	-0.004
O	12.6357	6.3044	14.7305	-0.0009	-0.0001	0
O	16.587	6.493	21.7858	-0.0013	-0.001	-0.0032
O	14.0466	8.9063	23.8458	-0.0004	-0.0006	-0.0029
O	8.2789	8.5665	14.0511	-0.0004	0.0017	-0.0047
O	0.0916	8.6356	20.5213	0.0001	0.0003	-0.0021
O	-3.6308	14.7595	14.7894	-0.0006	-0.0015	-0.0008
O	7.7631	14.3204	15.6818	-0.0035	0	-0.0046
O	13.7572	0.2459	22.0772	-0.0034	-0.0017	-0.0015
O	5.1728	6.5888	25.4434	0.0045	-0.0021	0.0043
O	7.8476	7.2373	16.4084	0.0025	0.0023	-0.0037
O	14.9037	5.3037	14.6028	0.007	-0.0009	0.0002
O	10.6027	18.0327	13.4226	0.003	0.0017	-0.0058
O	10.1309	7.0295	11.7213	-0.0008	0.002	-0.0029
O	1.2927	10.4801	12.0467	0.026	0.0069	0.0391
O	14.8129	-1.3458	20.3807	-0.0026	0.0017	0.0013
O	7.1798	6.9075	22.1828	-0.0041	0.0015	-0.0005
O	17.2358	-3.0187	14.5917	0.0122	0.0229	-0.021
O	0.3306	5.373	19.2124	0.0007	0.0011	-0.004
O	3.5441	7.7702	14.0523	-0.0006	0.0014	0.0003
O	12.9838	2.1188	23.4979	-0.003	-0.0015	-0.0063
O	-9.1201	3.3496	14.5255	0.0036	-0.0035	-0.0061
O	1.1737	7.3377	15.0464	0.0033	0.0036	-0.002
O	8.6627	4.1379	18.3659	-0.002	-0.0008	0.0004
O	11.4894	12.6794	18.8037	0.0016	-0.0009	-0.003
O	12.3228	6.9208	21.5589	0	-0.0002	-0.0029
O	-3.5999	11.8434	16.3607	0.0012	-0.0021	-0.0002
O	19.9435	6.8542	22.9732	0.0021	0.0014	-0.004
O	6.0702	5.2363	16.6201	0.0029	0.0031	0.0014
O	0.0304	19.5518	26.025	-0.0181	0.0012	-0.0026
O	15.6355	3.9816	21.3326	-0.0013	0.0002	-0.0024
O	16.3654	12.9187	18.6599	-0.0023	-0.0022	-0.001
O	12.1675	9.9692	25.5532	-0.0018	0.0007	-0.0004
O	20.9281	14.481	18.6324	-0.0001	-0.0002	-0.0005
O	21.5938	12.346	21.5771	-0.0007	-0.0033	-0.0058
O	7.052	1.8186	20.8594	0.001	0.0004	-0.0033
O	9.1832	5.4852	23.1873	-0.0001	-0.0018	-0.0036
O	12.1096	8.0611	16.5811	0.0001	0.0007	-0.0007
O	-2.5332	16.8113	16.0777	-0.0003	-0.0022	0.0004
O	12.4386	4.3424	21.5803	-0.0012	-0.004	-0.0061
O	16.3531	18.2242	16.7181	-0.0002	-0.0002	-0.0006
O	9.4925	12.3735	20.3835	-0.0013	-0.0007	0.0018
O	14.2783	5.726	22.8988	0.001	-0.0003	-0.0048
O	4.7634	0.3169	16.5401	0.0061	-0.0039	-0.0043
O	9.0433	0.0089	17.712	0.0011	-0.0012	-0.0029
O	23.9152	0.27	22.6534	0.0015	-0.0031	-0.0041
O	4.4982	15.2881	21.0294	0.0008	-0.0001	-0.0027
O	9.6353	12.6865	15.1396	-0.0014	-0.0008	-0.003
O	10.5714	2.9999	16.9198	0.0009	-0.0022	-0.0021
O	16.6419	12.41	13.9526	0.0139	-0.0107	-0.0058
O	-1.1496	11.5005	14.1344	-0.0001	0.0005	-0.0017
O	16.552	17.4375	23.6584	-0.0009	-0.001	-0.0053
O	3.6923	13.0263	22.3826	0.0015	-0.0021	-0.0046
O	17.6636	14.1434	20.5779	0.0003	0.0006	0.0005
O	6.2121	14.3685	23.3833	0.0026	-0.0037	-0.0061
O	13.1826	3.7638	13.4923	-0.0003	-0.0058	-0.0004
O	11.051	0.5285	22.4736	-0.0025	-0.0021	-0.005
O	9.7478	13.1149	26.2596	-0.0009	-0.0023	-0.0014
O	14.3791	14.1949	14.0802	-0.0009	-0.0021	-0.0015
O	24.4121	16.1547	14.1395	-0.0032	-0.0011	-0.003
O	-7.8833	-5.5069	11.2028	0.001	0.007	-0.004
O	12.2998	13.6051	25.6152	0.001	-0.0011	-0.0062
O	-1.6487	3.6362	19.3775	-0.0027	0.0007	-0.0002
O	5.4682	7.8373	17.4052	-0.0001	-0.0001	-0.0016
O	3.7027	17.5021	24.1566	0.0035	0.0066	-0.0019
O	9.6803	6.9426	20.9818	0.0002	0.0013	-0.0042
O	2.6539	2.5364	22.9553	-0.0009	-0.0012	-0.0059
O	0.7635	-10.0717	18.954	-0.0002	-0.0024	-0.0007
O	20.608	11.2767	23.7334	-0.0007	-0.0028	-0.006

Results
free energy: -248720.532 eV
free energy less fixed offsets of O -568.88, Si -635.61 eV per atom: -5.072 eV

The program warned: the cutoff lies below the one the program advises for these potential files; the forces do not sum to zero within the program's tolerance; the exchange-correlation potential is rough where the density is thin.
